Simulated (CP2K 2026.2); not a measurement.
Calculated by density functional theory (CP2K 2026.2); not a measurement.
Periodic cell of 503 atoms, Si360O143, from a study of silicon, its oxide and their interface. The atomic structure is a simulated model.
Doubt: the forces sum to 1.15 eV/angstrom along one axis rather than to zero, so they err by at least 0.0023 eV/angstrom per atom on average; the grid cutoff is modest.

Settings
functional: PBE
method: Gaussian and plane waves
basis set: DZVP-MOLOPT-SR-GTH
pseudopotentials: GTH-PBE
grid cutoff: 350 Ry, relative cutoff 50 Ry
k points: Gamma only
occupations: fixed
spin: none
net charge: 0

Cell vectors (angstrom)
a 16.32 0 0
b 0 16.32 0
c 6.6053 -7.4455 34.2603

Atoms and the computed forces on them: element, x, y, z (angstrom), force x, y, z (eV/angstrom)
Si 14.581 15.343 2.921 -0.013 -0.105 -0.047
Si 2.013 0.839 2.982 0.006 -0.301 0.486
Si 14.367 4.526 2.951 0.085 0.096 0.548
Si 1.053 6.96 2.608 0.039 -0.027 0.051
Si 14.618 9.795 2.833 -0.059 0.074 0.014
Si 1.847 11.772 3.011 -0.021 -0.006 -0.026
Si 3.673 15.395 2.841 -0.026 -0.018 -0.005
Si 6.996 1.256 2.572 -0.003 -0.017 -0.104
Si 3.886 4.014 2.905 -0.225 0.351 0.451
Si 6.857 6.527 2.728 -0.108 0.183 0.585
Si 3.537 10.069 2.877 -0.088 -0.043 0.034
Si 7.403 11.673 2.809 -0.034 0.013 0.061
Si 10.098 14.529 2.828 0.155 -0.345 0.565
Si 13.066 0.914 2.787 -0.103 -0.19 0.497
Si 9.24 4.431 2.625 0.114 -0.225 0.676
Si 12.795 6.327 2.846 -0.063 -0.069 0.544
Si 9.022 9.866 2.773 0.049 -0.027 -0.022
Si 11.839 12.666 2.812 -0.025 -0.007 0.013
Si 16.395 -0.014 4.075 0.033 -0.018 0.028
Si 2.748 2.604 4.335 0.017 -0.048 0.02
Si 16.234 5.482 4.052 -0.022 -0.028 -0.017
Si 2.565 8.207 4.008 -0.007 0.03 -0.022
Si 16.285 10.871 4.119 -0.066 0.042 -0.003
Si 2.782 13.616 4.154 -0.014 0.052 0.021
Si 5.509 0.024 3.987 0.005 -0.049 -0.03
Si 8.178 2.754 3.959 0.038 0.056 -0.07
Si 5.398 5.337 4.115 0.016 -0.001 -0.015
Si 8.03 8.15 4.027 -0.008 -0.082 -0.002
Si 5.463 10.901 4 0.062 0.031 0.004
Si 8.319 13.489 4.049 0.064 0.013 -0.09
Si 11.121 -0.009 3.976 0.062 0.073 -0.035
Si 13.651 2.694 4.237 -0.011 -0.038 -0.003
Si 10.895 5.446 3.967 0.011 0.013 0.034
Si 13.534 8.179 4.144 0.005 -0.055 0.016
Si 10.79 10.907 4.031 0.001 0.005 -0.022
Si 13.508 13.671 4.194 0.01 0.004 -0.009
Si 15.118 1.395 5.516 0.017 -0.019 -0.033
Si 1.301 4.091 5.441 -0.027 0.026 -0.011
Si 14.949 6.84 5.499 -0.002 -0.01 -0.048
Si 1.28 9.489 5.504 0.02 -0.017 -0.032
Si 14.95 12.282 5.439 0.037 0.011 0.018
Si 1.342 14.905 5.494 -0.018 0.019 -0.04
Si 4.239 1.318 5.553 0.024 -0.041 0
Si 6.817 4.021 5.444 0.008 -0.012 0.002
Si 4.01 6.819 5.342 0.016 0.02 0.001
Si 6.698 9.477 5.43 -0.001 0.001 -0.011
Si 4.215 12.306 5.452 0.006 -0.051 -0.043
Si 6.868 14.913 5.307 -0.033 0.001 -0.019
Si 9.61 1.366 5.263 0 -0.008 0.018
Si 12.139 4.032 5.45 0.011 0.033 -0.061
Si 9.521 6.83 5.343 -0.011 0.032 -0.035
Si 12.128 9.521 5.419 -0.026 0.026 -0.014
Si 9.546 12.2 5.549 0.007 -0.017 -0.019
Si 12.264 15.03 5.593 0.046 0.002 0.001
Si 13.686 0.054 6.858 0.009 0.017 -0.009
Si 16.36 2.767 6.898 0.024 0.001 0.031
Si 13.547 5.428 6.77 0.007 0.015 0.011
Si 16.299 8.148 6.897 -0.021 -0.033 0.024
Si 13.566 10.876 6.749 0.017 -0.001 0
Si 16.292 13.597 6.858 0.001 -0.008 0.029
Si 2.763 -0.039 6.808 0.029 -0.002 -0.015
Si 5.519 2.709 6.887 0.023 0.027 0.016
Si 2.701 5.456 6.757 0.002 -0.028 -0.008
Si 5.364 8.13 6.782 -0.013 -0.027 0.022
Si 2.749 10.9 6.74 -0.024 -0.007 -0.048
Si 5.539 13.634 6.811 0.021 0.039 0.043
Si 8.223 -0.002 6.659 0.026 -0.012 0.007
Si 10.837 2.679 6.806 -0.033 0.011 0.021
Si 8.184 5.442 6.731 -0.015 -0.016 0.008
Si 10.81 8.166 6.794 -0.015 -0.002 0.021
Si 8.106 10.835 6.8 -0.007 0.013 -0.022
Si 10.887 13.612 6.873 -0.014 0.003 -0.025
Si 14.976 -1.345 8.222 0.019 -0.006 0.019
Si 17.743 1.362 8.177 0.015 -0.007 -0.005
Si 14.924 4.104 8.177 -0.016 0.006 0.002
Si 17.688 6.779 8.189 0.01 0.007 -0.016
Si 14.915 9.541 8.17 -0.035 0.009 -0.019
Si 17.699 12.225 8.146 0 0.033 0
Si 4.119 -1.379 8.169 -0.014 -0.004 0.004
Si 6.89 1.316 8.148 0.002 -0.017 -0.018
Si 4.083 4.094 8.141 -0.026 0.026 -0.017
Si 6.788 6.78 8.105 0.012 -0.004 0.001
Si 4.052 9.521 8.145 0.005 0.002 0.001
Si 6.822 12.231 8.179 -0.012 0.01 0.012
Si 9.503 -1.336 8.152 -0.009 0.007 -0.005
Si 12.256 1.382 8.171 0.017 -0.02 -0.001
Si 9.5 4.077 8.142 -0.017 0.024 0.001
Si 12.208 6.807 8.134 -0.026 -0.016 -0.008
Si 9.471 9.504 8.172 0.002 -0.004 0.02
Si 12.259 12.233 8.177 0.035 -0.003 -0.015
Si 16.36 0.016 9.543 -0.013 -0.007 0.007
Si 2.754 2.731 9.533 -0.002 -0.008 0.006
Si 16.309 5.436 9.534 -0.007 0 0.009
Si 2.718 8.161 9.526 -0.006 0.007 0.004
Si 16.317 10.884 9.51 0.026 -0.012 -0.006
Si 2.738 13.584 9.516 0.011 -0.009 0.003
Si 5.478 -0.007 9.508 0.007 -0.007 0.001
Si 8.179 2.713 9.526 0.013 -0.013 -0.001
Si 5.445 5.441 9.504 0.002 0.001 0.002
Si 8.126 8.133 9.514 -0.012 0.033 0.01
Si 5.431 10.871 9.509 -0.005 0.005 0.008
Si 8.17 13.606 9.526 -0.01 -0.011 0.016
Si 10.89 0.004 9.511 0.011 0.008 -0.001
Si 13.591 2.739 9.546 -0.006 0.01 0.005
Si 10.867 5.438 9.503 0.002 -0.017 0.002
Si 13.566 8.161 9.512 0.021 -0.013 0
Si 10.867 10.871 9.509 -0.029 0.002 -0.009
Si 13.607 13.597 9.547 0.01 0 0.002
Si 14.976 1.396 16.286 -0.006 0.004 -0.014
Si 17.678 4.14 16.305 -0.013 0.005 -0.011
Si 14.978 6.834 16.359 0.008 0.003 0.005
Si 17.674 9.509 16.332 0.006 -0.003 0.004
Si 14.97 12.234 16.303 0.001 0.006 0.009
Si 17.7 -1.384 16.329 -0.002 0.006 0.006
Si 4.118 1.338 16.293 -0.001 0.003 -0.013
Si 6.794 4.052 16.332 -0.001 -0.012 -0.007
Si 4.067 6.777 16.331 0.018 -0.018 -0.002
Si 6.769 9.512 16.32 -0.008 0.012 -0.009
Si 4.071 12.219 16.352 0.003 -0.013 -0.006
Si 6.796 -1.37 16.341 0.008 -0.002 0.012
Si 9.504 1.358 16.324 0.02 -0.003 0.006
Si 12.249 4.098 16.328 0.013 -0.018 0.007
Si 9.522 6.797 16.312 0.009 0.013 0.005
Si 12.264 9.522 16.306 -0.001 -0.002 -0.003
Si 9.516 12.244 16.291 -0.004 0.008 -0.007
Si 12.219 -1.359 16.271 -0.003 0.012 -0.01
Si 13.584 0.024 17.58 0.004 0 -0.017
Si 16.309 2.799 17.639 -0.021 -0.007 0.012
Si 13.614 5.463 17.7 -0.013 -0.002 0.023
Si 16.346 8.184 17.756 -0.011 0.007 0.003
Si 13.619 10.884 17.674 -0.015 0 0.001
Si 16.333 -2.754 17.68 -0.019 -0.007 0.018
Si 19.103 -0.026 17.651 0.011 0.005 -0.005
Si 5.458 2.659 17.7 0.034 -0.01 -0.012
Si 19.017 5.46 17.731 -0.003 -0.001 0.002
Si 5.408 8.145 17.685 0.01 0.005 -0.004
Si 19.022 10.848 17.714 0.02 -0.001 -0.012
Si 5.431 -2.737 17.706 -0.001 0.002 0.007
Si 8.147 0.002 17.707 -0.026 -0.012 0.011
Si 10.869 2.732 17.664 -0.004 0.016 -0.004
Si 8.165 5.424 17.662 -0.014 -0.018 -0.011
Si 10.887 8.177 17.649 -0.003 -0.008 -0.01
Si 8.156 10.879 17.637 0.013 0.01 -0.027
Si 10.878 -2.722 17.65 0.013 -0.006 0
Si 14.876 -1.383 18.912 0.025 0.003 -0.008
Si 17.706 1.394 18.866 0.011 0.013 -0.025
Si 15.001 4.15 19.093 -0.001 0.007 -0.002
Si 17.701 6.84 19.172 0.025 0.018 0.007
Si 15.006 9.603 19.087 -0.014 0.019 0.015
Si 17.708 -4.088 19.091 -0.008 -0.002 0.01
Si 4.109 -1.363 19.102 -0.012 -0.016 -0.001
Si 6.788 1.309 19.146 -0.011 0.024 -0.008
Si 4.061 4.017 18.994 0.009 -0.046 -0.003
Si 6.838 6.824 18.993 0.007 -0.023 0.024
Si 3.989 9.421 19.084 -0.03 -0.036 0.002
Si 6.794 -4.133 19.023 -0.011 0.013 0
Si 9.548 -1.35 19.018 -0.032 0.023 0.03
Si 12.289 1.401 18.972 -0.006 0.006 0.005
Si 9.48 4.042 19.046 0.028 -0.015 -0.01
Si 12.21 6.813 19.024 0.015 0.018 0.012
Si 9.544 9.562 18.989 0.005 0.021 -0.022
Si 12.205 -4.114 19.006 0.01 -0.034 0.001
Si 16.279 0.049 20.077 -0.049 0.049 -0.048
Si 19.028 2.622 20.347 0.035 0.01 -0.008
Si 16.354 5.489 20.541 -0.041 -0.018 -0.004
Si 19.002 8.167 20.674 0.01 0.078 0.005
Si 16.355 10.959 20.544 0.022 -0.039 -0.026
Si 19.057 -2.712 20.457 -0.013 -0.047 -0.02
Si 5.479 -0.099 20.569 0.037 0 0.01
Si 8.168 2.681 20.487 -0.006 -0.044 0.01
Si 5.458 5.405 20.239 0.018 -0.028 0.018
Si 8.242 8.192 20.335 0.015 -0.034 -0.011
Si 5.42 10.75 20.319 0.01 0.035 -0.005
Si 8.181 -2.753 20.335 0.015 -0.011 -0.01
Si 10.961 0.045 20.322 0.03 -0.035 0.014
Si 13.595 2.779 20.379 -0.01 0 -0.049
Si 10.821 5.437 20.365 0.012 0.026 -0.036
Si 13.583 8.219 20.325 -0.004 0.002 -0.018
Si 10.843 10.895 20.429 -0.012 0.007 -0.003
Si 13.536 -2.728 20.316 -0.034 0.045 -0.016
Si 15.012 1.33 21.538 0.064 0.02 -0.011
Si 17.772 4.012 21.788 -0.007 0.016 0.069
Si 14.907 6.947 21.772 0.012 -0.017 0.028
Si 17.617 9.638 22.117 -0.032 -0.008 0.068
Si 14.947 -3.88 21.772 0.043 0.042 0.025
Si 17.483 -1.266 21.525 -0.034 -0.031 0.017
Si 18.547 0.112 23.048 0.271 -0.041 -0.664
Si 6.746 4.117 21.706 0.013 0.034 -0.06
Si 20.496 6.626 21.773 -0.02 -0.008 0.061
Si 6.817 9.443 21.696 -0.014 -0.033 0.014
Si 4.2 -4.152 21.708 0.036 0.046 0.066
Si 6.943 -1.502 21.884 0.01 0.012 0.116
Si 9.648 1.325 21.773 -0.043 0.044 0.041
Si 12.198 4.129 21.721 0.027 0.032 0.034
Si 9.521 6.818 21.756 0.015 -0.017 -0.009
Si 12.242 9.543 21.732 -0.001 -0.009 0.041
Si 9.494 -4.035 21.795 0.01 0.006 0.043
Si 12.22 -1.372 21.702 -0.059 -0.035 -0.047
Si 13.918 -0.253 22.857 -0.049 -0.038 0.011
Si 16.507 2.443 22.986 -0.448 0.426 -0.105
Si 13.375 5.702 23.021 0.016 -0.059 -0.622
Si 15.723 8.594 23.285 0.449 -0.103 -0.729
Si 13.661 10.951 22.985 -0.168 0.003 -0.656
Si 15.728 -1.958 22.979 -0.244 -0.003 -0.488
Si 20.295 1.232 21.825 -0.023 -0.014 0.069
Si 5.018 3.012 22.902 0.058 0.06 0.015
Si 19.664 4.76 23.018 0.065 -0.121 -0.602
Si 5.976 7.593 22.945 0.295 -0.246 -0.581
Si 19.028 11.247 23.263 -0.063 -0.183 -0.724
Si 6.012 -3.389 23.019 0.307 -0.127 -0.66
Si 8.785 -0.482 23.038 0.158 -0.372 -0.543
Si 10.967 2.748 23.158 0.232 -0.36 -0.389
Si 7.767 5.854 23.007 -0.046 0.012 0.03
Si 11.158 7.927 23.078 -0.067 0.095 -0.672
Si 7.776 11.149 23 -0.137 0.326 -0.471
Si 10.559 -2.348 23.132 0.015 0.02 0.036
Si 9.886 0.659 30.225 0.136 0.106 0.185
Si 9.517 -0.887 27.768 -0.009 0.013 -0.154
Si 20.304 4.969 25.969 -0.029 -0.027 -0.226
Si 17.577 9.935 27.101 0.47 0.154 -0.276
Si 21.023 -5.621 31.962 0.101 -0.04 0.092
Si 6.439 3.362 29.029 0.02 0.091 0.059
Si 19.644 -3.081 27.221 -0.079 0.016 -0.082
Si 5.867 -2.505 25.902 -0.103 -0.052 -0.066
Si 10.468 5.462 31.271 -0.003 -0.081 0.118
Si 14.145 8.6 28.739 0.148 -0.051 0.059
Si 18.034 -2.358 24.7 0.057 0.086 -0.077
Si 14.458 2.607 0.705 -0.194 -0.013 0.083
Si 6.653 -3.708 30.604 0.012 -0.002 0.039
Si 21.598 -1.228 31.735 -0.049 0.062 -0.04
Si 7.453 0.224 25.751 0.018 0.144 0.07
Si 9.702 9.955 25.078 -0.076 0.019 -0.15
Si 15.688 7.709 26.33 -0.006 0.057 -0.049
Si 11.6 -3.791 24.817 -0.205 0.466 -0.364
Si 2.417 5.31 1.619 -0.038 0.098 0.546
Si 8.825 -5.275 32.085 0.045 -0.064 0.134
Si 1.127 2.55 0.675 0.096 0.143 0.089
Si 14.615 -1.504 27.94 0.095 -0.038 0.089
Si 15.531 -4.191 27.487 0.102 -0.028 -0.069
Si 8.546 4.702 27.094 -0.062 -0.003 -0.616
Si 1.608 12.702 0.926 0.067 -0.421 0.551
Si 12.368 0.24 26.902 -0.036 -0.01 0.17
Si 4.615 7.255 0.515 -0.183 0.604 0.309
Si 19.645 10.327 26.185 -0.582 -0.179 0.146
Si 10.344 3.543 29.094 0.007 -0.036 0.107
Si 8.97 8.052 32.413 0.075 0 -0.017
Si 7.541 2.66 33.739 0.234 0.006 0.1
Si 15.294 3.93 29.972 -0.078 0.039 -0.125
Si 5.197 7.888 25.95 -0.109 -0.044 -0.108
Si 11.516 3.333 33.354 -0.423 -0.412 0.284
Si 13.435 6.321 30.718 0.015 0.012 -0.002
Si 8.532 0.213 1.089 -0.396 0.158 0.592
Si 14.528 -0.07 32.643 -0.546 0.276 -0.347
Si 9.078 9.846 28.096 -0.03 0.026 -0.139
Si 13.921 -3.131 33.352 0.003 0.084 0.021
Si 19.899 4.076 28.719 0.116 0.009 0.049
Si 13.433 11.54 1.44 -0.226 -0.195 0.712
Si 21.806 5.924 30.014 0.092 -0.105 0.034
Si 18.993 -2.25 30.234 0.087 0.117 0.029
Si 13.923 7.193 0.203 0.447 0.138 0.473
Si 5.856 2.576 0.958 0.319 -0.323 0.335
Si 16.44 -5.841 29.669 -0.025 0.014 -0.081
Si 15.27 4.65 27.162 -0.022 -0.049 0.092
Si 7.852 -3.53 27.837 0.049 0.09 0.138
Si 11.736 -5.872 29.44 0.105 0.145 0.073
Si 12.725 1.365 24.175 -0.049 -0.019 -0.748
Si 16.522 -0.213 30.162 -0.083 -0.023 0.028
Si 3.739 9.443 0.63 0.451 0.048 0.145
Si 13.518 7.21 33.673 -0.056 -0.067 0.068
Si 15.66 8.26 1.435 -0.26 -0.294 0.289
Si 6.053 2.794 24.988 -0.491 -0.122 -0.557
Si 9.22 9.511 0.398 -0.211 0.019 0.595
Si 15.247 14.135 1.022 -0.214 0.317 0.472
Si 12.34 0.654 32.06 0.699 -0.049 -0.014
Si 7.48 11.958 0.496 0.061 -0.169 0.63
Si 15.021 3.456 24.555 0.479 -0.165 -0.539
Si 17.797 2.586 30.577 0.038 -0.109 0.06
Si 18.805 2.214 33.53 -0.099 0.079 0.081
Si 3.898 14.692 0.588 -0.032 0.244 0.596
Si 11.792 -4.855 32.344 0.058 0.01 0.028
Si 22.143 7.774 32.473 0.031 0.034 -0.039
Si 7.177 1.303 31.144 0.036 -0.113 -0.012
Si 12.747 -3.661 27.658 0.07 -0.014 -0.02
Si 8.668 4.409 24.714 -0.104 0.671 0.329
Si 7.337 7.422 27.975 -0.027 -0.14 0.044
Si 13.163 2.967 28.402 0.103 -0.054 -0.088
Si 16.401 -4.556 34.215 -0.15 0.108 0.04
Si 18.205 -4.867 31.871 -0.049 0.069 -0.042
Si 14.972 1.372 10.889 -0.002 0.004 -0.007
Si 17.68 4.074 10.884 -0.003 -0.007 -0.007
Si 14.95 6.814 10.87 0.008 0.003 0.005
Si 17.67 9.519 10.872 -0.018 -0.01 0.007
Si 14.978 12.243 10.89 0.001 0.013 0.004
Si 17.709 -1.364 10.887 0.009 0.015 0.003
Si 4.117 1.358 10.874 0.025 0.019 0.008
Si 6.798 4.071 10.87 -0.019 -0.026 0.014
Si 4.09 6.803 10.876 0.015 0.014 0.001
Si 6.787 9.509 10.878 0 -0.014 0.002
Si 4.081 12.223 10.881 -0.018 -0.019 0.008
Si 6.802 -1.372 10.885 -0.016 0.003 0.001
Si 9.544 1.366 10.88 0 0.017 0.004
Si 12.228 4.099 10.887 0.015 0.007 0.004
Si 9.505 6.789 10.874 -0.012 -0.014 -0.005
Si 12.217 9.515 10.88 -0.001 0.008 0.002
Si 9.527 12.24 10.88 0.024 0.017 0.004
Si 12.237 -1.359 10.886 -0.014 -0.017 0.005
Si 13.607 0.005 12.24 0.001 0.005 -0.001
Si 16.329 2.725 12.26 -0.001 0.007 0.012
Si 13.599 5.455 12.235 -0.008 -0.002 -0.007
Si 16.316 8.165 12.229 -0.002 0.011 -0.003
Si 13.6 10.874 12.227 0.01 -0.011 -0.002
Si 16.338 13.603 12.249 0.002 -0.006 0.005
Si 2.749 0 12.242 0.006 0.003 0
Si 5.451 2.717 12.245 -0.01 -0.003 0.009
Si 2.723 5.442 12.234 -0.004 -0.004 0.005
Si 5.438 8.153 12.253 -0.011 0.007 0.009
Si 2.715 10.868 12.238 0.001 0.001 -0.002
Si 5.439 13.586 12.237 0.001 0.004 -0.002
Si 8.168 0.001 12.221 0.003 -0.002 -0.014
Si 10.883 2.73 12.246 0.002 -0.008 0.006
Si 8.154 5.429 12.24 0.007 -0.001 0.002
Si 10.864 8.154 12.242 0.005 -0.002 0.002
Si 8.157 10.874 12.234 -0.007 0.008 -0.007
Si 10.882 13.597 12.244 -0.003 0.002 0.005
Si 14.977 -1.349 13.602 -0.008 -0.004 -0.002
Si 17.705 1.363 13.608 -0.002 -0.007 -0.006
Si 14.961 4.104 13.6 -0.016 0.012 -0.005
Si 17.682 6.814 13.587 -0.01 0.007 -0.01
Si 14.96 9.517 13.589 0.009 -0.008 -0.004
Si 17.685 12.227 13.604 0.008 -0.004 0.001
Si 4.089 -1.379 13.604 0.008 -0.002 -0.004
Si 6.818 1.353 13.591 0.008 -0.001 -0.006
Si 4.079 4.075 13.596 0.007 0 -0.004
Si 6.792 6.783 13.61 -0.001 0 -0.006
Si 4.072 9.513 13.607 -0.008 -0.006 0.003
Si 6.795 12.232 13.599 -0.009 0.003 -0.001
Si 9.508 -1.361 13.586 -0.01 0.016 0
Si 12.24 1.366 13.598 0.003 0.013 0.005
Si 9.522 4.082 13.607 -0.007 -0.016 0.005
Si 12.245 6.808 13.6 0.024 -0.011 -0.003
Si 9.51 9.515 13.605 -0.003 0.007 0.008
Si 12.25 12.237 13.591 -0.002 0.006 0.001
Si 16.349 0.003 14.969 0.013 0.018 -0.001
Si 19.05 2.732 14.98 0.005 0.006 0.006
Si 16.314 5.483 14.954 0.01 -0.009 0
Si 19.038 8.153 14.971 -0.004 0.008 0.007
Si 16.32 10.863 14.955 -0.022 -0.005 -0.013
Si 19.047 -2.744 14.967 -0.013 -0.009 0.001
Si 5.465 -0.02 14.942 -0.001 0.002 -0.006
Si 8.16 2.718 14.959 0.004 0.005 0.002
Si 5.43 5.418 14.973 -0.012 -0.014 -0.001
Si 8.143 8.152 14.966 -0.015 -0.026 0.005
Si 5.427 10.881 14.962 0.013 0.007 -0.007
Si 8.149 -2.715 14.952 0.003 0.008 -0.006
Si 10.856 0.006 14.94 -0.017 -0.022 -0.007
Si 13.595 2.74 14.946 0 -0.009 -0.004
Si 10.891 5.449 14.957 0.008 0.014 -0.011
Si 13.617 8.161 14.96 -0.011 0.009 -0.009
Si 10.889 10.878 14.951 0.017 0.001 0.001
Si 13.612 -2.718 14.945 0.017 0.004 0.003
O 18.335 -3.683 23.802 -0.035 -0.005 -0.272
O 12.929 -4.468 24.143 0.145 0.112 0.091
O 12.262 6.798 23.626 0.098 -0.169 0.227
O 17.071 8.424 26.779 0.387 -0.24 0.155
O 14.722 9.857 23.604 0.181 -0.04 0.355
O 20.659 9.116 26.555 0.248 -0.09 0.547
O 17.547 1.295 23.628 0.034 0.154 0.296
O 9.877 2.027 29.359 -0.06 0.06 -0.369
O 20.82 6.468 26.272 -0.167 0.004 0.39
O 18.422 -2.664 26.236 -0.493 0.26 0.238
O 11.084 -0.614 27.413 -0.049 -0.058 -0.066
O 9.411 -0.591 29.338 -0.433 -0.536 0.446
O 14.346 2.682 29.491 0.184 -0.538 0.378
O 18.639 2.444 31.943 0.411 0.012 -0.155
O 8.293 10.393 24.389 -0.396 -0.077 0.298
O 15.435 -0.618 29.018 0.119 0.321 -0.118
O 10.216 -4.487 32.338 -0.031 0.634 -0.191
O 5.944 7.048 1.46 0.203 0.26 -0.189
O 8.138 5.599 2.255 0.097 0.173 -0.164
O 12.778 -3.559 32.272 -0.121 0.385 -0.381
O 18.858 -1.01 24.233 0.483 -0.029 0.229
O 14.172 8.598 34.147 -0.291 0.356 -0.311
O 6.348 -2.432 31.549 0.149 -0.082 0.407
O 19.224 -2.843 28.749 0.038 -0.322 0.132
O 9.644 6.8 31.635 0.141 0.168 -0.178
O 7.35 3.781 27.75 -0.145 -0.33 -0.208
O 16.477 3.454 30.942 0.005 0.335 0.701
O 13.394 -2.429 28.519 -0.208 -0.099 0.436
O 9.707 8.239 33.842 -0.124 0.498 0.098
O 6.726 3.915 0.561 0.189 0.388 0.463
O 16.517 -5.179 26.64 0.108 -0.105 -0.362
O 8.886 1.858 34.125 -0.149 -0.495 -0.292
O 17.805 -4.623 33.421 0.613 0.006 0.228
O 17.698 10.063 28.727 0.524 -0.04 0.48
O 7.864 -5.23 33.374 -0.256 -0.036 -0.118
O 14.974 0.873 33.914 -0.413 -0.066 0.363
O 13.837 2.37 24.828 -0.015 -0.093 0.354
O 12.62 1.615 27.722 -0.055 -0.015 0.215
O 20.943 -2.194 26.874 -0.044 0.561 0.5
O 2.038 1.5 1.479 0.401 -0.177 -0.386
O 20.076 -4.622 26.947 0.341 -0.044 0.329
O 7.581 3.197 24.631 0.104 -0.224 -0.302
O 12.812 9.467 28.794 -0.198 -0.011 -0.409
O 15.824 3.724 25.95 0.382 -0.377 0.266
O 21.726 -4.737 30.794 -0.02 -0.074 -0.401
O 13.867 7.159 29.409 0.001 -0.299 -0.211
O 13.317 1.577 1.267 -0.042 0.099 -0.309
O 14.592 12.635 1.065 0.124 -0.174 -0.049
O 12.049 -5.758 31.026 0.107 -0.251 0.15
O 1.524 4.118 0.89 -0.212 0.207 -0.126
O 12.104 -5.584 33.776 0.086 -0.466 -0.128
O 9.492 15.28 1.487 0.015 -0.032 -0.297
O 14.52 8.465 27.166 -0.645 0.259 -0.358
O 19.672 10.5 24.566 0.404 -0.426 -0.179
O 15.951 2.163 1.169 0.025 -0.403 0.49
O 15.226 3.507 34.165 0.395 0.305 -0.454
O 11.66 -0.249 33.224 0.056 -0.58 -0.026
O 14.389 5.016 30.747 0.05 -0.066 0.385
O 20.32 -1.463 30.748 -0.079 0.174 -0.256
O 11.97 0.589 25.385 -0.744 -0.017 -0.11
O 8.032 -4.474 30.941 0.151 0.034 -0.24
O 7.421 7.679 32.593 -0.017 -0.114 0.069
O 15.988 4.496 28.607 0.337 0.183 -0.108
O 11.879 5.935 30.658 -0.113 -0.03 -0.443
O 5.267 3.974 25.805 0.141 0.252 0.274
O 15.637 -2.578 27.243 0.25 0.057 -0.382
O 11.395 0.382 30.757 0.07 -0.368 -0.284
O 10.084 3.748 24.176 0.48 0.094 0.385
O 6.34 1.417 25.836 -0.278 -0.057 0.363
O 8.701 0.754 31.325 -0.015 -0.135 0.315
O 17.264 1.204 29.917 -0.004 0.15 -0.23
O 14.287 -1.577 33.215 0.152 -0.119 0.234
O 18.633 -3.454 31.236 -0.068 -0.009 0.044
O 0.55 13.937 1.032 0.149 0.506 -0.001
O 10.667 4.431 32.509 -0.124 -0.069 -0.082
O 9.929 4.029 27.612 0.287 -0.069 -0.448
O 6.968 1.989 29.692 0.237 -0.401 -0.369
O 6.163 6.955 28.973 -0.093 0.385 -0.102
O 15.272 -4.014 33.181 0.096 -0.099 -0.596
O 20.347 5.433 29.5 -0.503 0.347 0.199
O 19.388 5.007 24.633 -0.612 0.254 0.147
O 9.451 1.418 0.521 0.257 -0.088 -0.257
O 9.897 3.89 1.229 0.489 0.152 -0.099
O 8.464 -4.992 28.044 0.041 0.041 0.11
O 21.462 7.436 33.899 -0.422 0.107 -0.007
O 6.674 7.881 26.579 0.236 0.328 -0.38
O 14.26 4.861 24.135 0.057 0.279 0.075
O 9.512 9.446 26.592 0.252 -0.487 -0.144
O 9.692 4.59 30.145 -0.384 0.086 -0.225
O 5.359 8.101 24.369 -0.039 0.485 0.048
O 21.748 9.269 32.034 -0.021 0.053 0.082
O 6.056 0.158 31.386 -0.269 -0.06 -0.091
O 16.436 -2.109 24.476 -0.214 0.198 0.426
O 5.343 -3.109 24.5 -0.561 -0.154 0.327
O 19.456 -5.867 31.673 -0.205 -0.479 -0.32
O 5.404 14.512 0.002 0.097 0.048 0.004
O 11.781 -4.442 28.677 -0.329 0.218 0.093
O 8.377 6.221 27.661 0.609 0.334 0.1
O 19.786 0.959 33.686 0.024 -0.07 -0.438
O 17.364 1.918 34.192 0.275 -0.17 -0.083
O 7.713 4.238 34.025 -0.076 0.356 -0.557
O 15.743 -0.125 31.575 0.313 -0.116 -0.055
O 16.117 9.404 0.347 -0.141 0.061 -0.144
O 17.7 -1.298 30.209 0.201 -0.028 -0.14
O 12.778 6.571 1.2 -0.23 -0.273 -0.325
O 9.088 -6.826 31.68 0.11 0.057 -0.395
O 3.514 6.058 0.641 0.038 -0.077 -0.202
O 6.912 -3.561 26.526 -0.046 -0.469 -0.141
O 4.505 3.111 1.663 -0.32 -0.119 0.106
O 11.94 3.607 29.217 0.072 0.169 0.21
O 21.069 -4.793 33.359 -0.152 0.501 -0.171
O 12.87 10.925 0.034 -0.102 0.264 -0.352
O 6.429 4.601 30.094 0.245 -0.134 0.647
O 7.821 13.458 0.01 0.541 -0.011 -0.085
O 14.306 4.091 1.345 -0.295 0.47 -0.351
O 12.204 2.257 32.338 0.098 0.12 -0.475
O 15.523 6.164 26.709 0.05 0.104 0.281
O 8.058 8.708 28.621 -0.033 0.146 0.354
O 8.5 0.12 26.986 0.17 0.252 0.169
O 10.425 8.722 24.308 -0.04 -0.067 0.252
O 9.027 -2.426 27.581 0.493 -0.164 -0.226
O 16.932 -5.57 31.165 -0.301 -0.265 0.238
O 19.418 4.46 27.219 -0.425 -0.17 0.053
O 8.359 0.3 24.418 0.275 0.349 0.217
O 13.602 7.188 32.068 -0.03 0.468 -0.125
O 10.288 9.828 29.151 -0.088 -0.431 0.404
O 13.731 4.124 27.394 -0.534 0.315 -0.203
O 15.836 -4.457 29.065 -0.232 0.461 0.527
O 15.327 9.313 29.592 -0.116 -0.407 0.533
O 18.718 3.321 29.486 -0.183 -0.027 -0.139
O 21.626 6.67 31.42 -0.45 -0.089 0.181
O 6.871 -3.181 29.087 -0.106 0.39 0.062
O 7.068 2.498 32.217 -0.331 0.673 -0.009
O 11.996 -3.192 26.29 -0.178 0.565 0.131
O 21.074 -1.226 33.275 0.102 -0.359 0.088
O 13.991 -4.605 27.187 -0.085 -0.655 -0.538
O 12.67 4.16 34.09 0.122 0.043 0.181
O 6.612 -1.126 25.638 0.105 -0.176 -0.264
O 15.708 7.815 24.72 0.207 -0.47 -0.139
O 13.808 -0.528 26.923 0.198 0.187 -0.511
O 10.596 -5.028 25.084 0.014 0.015 0.085
O 21.213 3.125 28.595 0.078 -0.385 -0.27
O 3.09 13.264 0.528 0.148 -0.407 -0.288

Results
total energy: -101211.175 eV
total energy less fixed offsets of O -438.35, Si -107.03 eV per atom: 3.675 eV
